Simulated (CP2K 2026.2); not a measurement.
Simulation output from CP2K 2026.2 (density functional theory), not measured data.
Periodic cell of 432 atoms, Si324O108, from a study of silicon, its oxide and their interface. The atomic structure is a simulated model.
Doubt: the forces sum to 2.05 eV/angstrom along one axis rather than to zero, so they err by at least 0.0048 eV/angstrom per atom on average; the grid cutoff is modest.

Settings: functional PBE; method Gaussian and plane waves; basis set DZVP-MOLOPT-SR-GTH; pseudopotentials GTH-PBE; grid cutoff 300 Ry, relative cutoff 40 Ry; k points Gamma only; occupations fixed; spin none; net charge 0.

Cell vectors (angstrom)
a	16.32	0	0
b	0	16.32	0
c	3.2733	-0.3235	29.6267

Atoms and the computed forces on them: element, x, y, z (angstrom), force x, y, z (eV/angstrom)
Si	1.166	-1.265	0.133	0.113	-0.2	0.7
Si	4.014	1.338	0.51	-0.065	-0.032	0.568
Si	1.952	3.576	0.095	-0.195	0.119	0.824
Si	4.295	6.534	0.094	-0.13	0.183	0.691
Si	1.094	-6.435	-0.093	0.27	-0.293	0.693
Si	4.368	-4.212	0.039	-0.237	0.157	0.767
Si	6.281	-0.755	-0.013	0.218	-0.143	0.729
Si	9.999	1.226	0.092	-0.433	0.189	0.606
Si	6.324	4.145	0.02	0.318	-0.197	0.699
Si	9.625	6.362	0.107	-0.131	0.192	0.697
Si	6.583	9.851	0.008	0.133	-0.159	0.728
Si	-6.385	-4.196	-0.031	-0.308	0.202	0.661
Si	-4.036	-1.007	0.096	0.245	-0.375	0.605
Si	-1.005	0.985	0.135	-0.11	0.301	0.68
Si	-4.352	4.26	0.094	0.272	-0.085	0.674
Si	-1.375	6.955	-0.264	-0.192	0.134	0.73
Si	-4.55	-6.738	0.199	0.275	-0.073	0.722
Si	-1.302	-4.334	0.073	-0.183	0.176	0.689
Si	2.618	-0.123	1.581	-0.059	-0.015	-0.027
Si	5.4	2.757	1.657	0.022	0.01	-0.046
Si	2.807	5.332	1.434	-0.01	-0.003	-0.052
Si	5.459	8.193	1.289	0.004	0.014	-0.035
Si	2.723	-5.388	1.272	0.015	0.009	-0.046
Si	5.448	-2.569	1.315	0.022	-0.027	-0.054
Si	8.142	0.16	1.182	-0.003	-0.04	-0.058
Si	-5.357	2.737	1.568	0.005	0.037	-0.012
Si	8.054	5.206	1.341	-0.044	-0.001	-0.055
Si	-5.689	8.052	1.462	-0.004	-0.052	-0.005
Si	8.193	11.031	1.244	0.007	0.017	-0.045
Si	-5.249	-2.678	1.311	-0.015	0.012	-0.048
Si	-2.592	0.036	1.574	0.02	0.017	-0.027
Si	0.108	2.69	1.282	-0.01	0.012	-0.066
Si	-2.736	5.571	1.173	0.045	-0.014	-0.067
Si	0.034	8.181	1.184	0.011	0.003	-0.066
Si	-2.814	-5.574	1.356	-0.014	-0.009	-0.029
Si	-0.087	-2.785	1.392	-0.02	0.007	-0.06
Si	1.295	1.343	2.827	-0.008	-0.005	0.046
Si	4.07	4.118	2.961	-0.021	-0.007	0.041
Si	1.357	6.786	2.599	0.003	0.018	0.019
Si	4.056	9.525	2.643	0.003	0.001	0.015
Si	1.369	-4.089	2.706	0	0.008	0.023
Si	4.075	-1.418	2.826	0.001	-0.014	0.024
Si	6.897	1.388	2.787	0.014	-0.031	0.013
Si	9.463	4.017	2.81	-0.013	0.001	0.037
Si	6.801	6.775	2.656	-0.005	-0.026	-0.001
Si	9.384	9.565	2.72	-0.042	0.028	0.027
Si	6.846	12.369	2.645	-0.001	-0.002	0.035
Si	-6.789	-1.308	2.558	0.029	0.026	-0.002
Si	-3.974	1.402	2.867	0.015	0.013	0.023
Si	-1.33	4.148	2.537	-0.015	-0.013	0.01
Si	-4.111	6.794	2.686	0.008	-0.003	0.017
Si	-1.349	-6.868	2.662	0.003	-0.024	0.025
Si	-4.047	-4.108	2.738	0.008	0.003	0.009
Si	-1.349	-1.439	2.85	0.003	-0.014	0.034
Si	-0.021	-0.026	4.179	-0.012	0.011	-0.004
Si	2.68	2.691	4.18	0	0.027	-0.004
Si	-0.008	5.455	3.996	0.019	-0.02	-0.006
Si	2.71	8.152	4.008	0.005	-0.018	-0.006
Si	-0.002	-5.477	4.034	-0.008	-0.001	-0.001
Si	2.704	-2.768	4.137	-0.037	0.01	0.013
Si	5.474	-0.002	4.09	0.01	0.024	-0.027
Si	8.181	2.694	4.216	-0.01	0.026	0.034
Si	5.477	5.51	4.159	0.028	-0.019	0.01
Si	8.095	8.16	4.073	-0.008	-0.003	0.01
Si	5.445	10.927	3.972	0.011	0.017	-0.018
Si	8.217	-2.652	4.029	0.005	-0.002	-0.004
Si	-5.443	-0.006	4.051	-0.02	-0.015	-0.036
Si	-2.619	2.824	4.081	0.02	0.016	0.019
Si	-5.453	5.438	4.07	-0.008	0.005	-0.002
Si	-2.729	8.135	4.049	0.016	-0.002	-0.007
Si	-5.473	-5.448	4.048	0.01	-0.008	-0.007
Si	-2.728	-2.784	4.156	0.017	-0.021	0.01
Si	1.375	-1.334	16.327	-0.011	0.002	0.021
Si	4.11	1.389	16.359	0.003	-0.013	0.008
Si	1.389	4.076	16.335	0	0.018	0.019
Si	4.068	6.781	16.321	-0.013	0.01	0.011
Si	1.379	-6.792	16.32	-0.006	0.009	0.014
Si	4.039	-4.093	16.334	0.019	-0.003	-0.009
Si	6.783	-1.384	16.325	0.019	-0.004	0.006
Si	-6.821	1.347	16.363	-0.005	0.002	0.034
Si	6.801	4.052	16.427	-0.015	0.004	0
Si	-6.846	6.749	16.314	-0.006	0	-0.004
Si	6.807	9.529	16.306	0.01	-0.022	0.002
Si	-6.782	-4.05	16.294	0.001	-0.005	0
Si	-4.081	-1.343	16.339	0.012	-0.007	0.001
Si	-1.404	1.329	16.298	-0.005	0.005	-0.011
Si	-4.087	4.083	16.278	-0.018	0	0.007
Si	-1.283	6.86	16.268	0.004	0.007	-0.017
Si	-4.091	9.477	16.264	-0.001	0.01	0.016
Si	-1.336	-4.07	16.222	0.007	0.004	-0.007
Si	2.755	0.029	17.7	-0.007	-0.016	-0.013
Si	5.452	2.68	17.822	0.002	0.017	0.008
Si	2.761	5.411	17.737	0.002	-0.003	-0.034
Si	5.422	8.172	17.639	-0.006	-0.006	-0.041
Si	2.691	-5.441	17.728	0.012	0.01	0.004
Si	5.372	-2.71	17.676	-0.007	0.007	-0.009
Si	8.149	-0.078	17.719	0.028	0.01	-0.023
Si	-5.451	2.76	17.678	-0.009	-0.019	-0.023
Si	8.166	5.423	17.785	0.012	0.019	-0.009
Si	-5.496	8.128	17.617	0.006	0.001	-0.031
Si	8.179	10.918	17.631	-0.001	0.006	-0.028
Si	-5.43	-2.712	17.69	-0.025	-0.001	-0.017
Si	-2.737	0.004	17.734	0.011	0.01	-0.003
Si	-0.047	2.703	17.603	-0.005	0.005	-0.022
Si	-2.67	5.492	17.522	-0.002	-0.005	-0.027
Si	0.072	-8.149	17.714	-0.013	-0.019	-0.007
Si	-2.639	-5.503	17.521	0.025	-0.018	-0.046
Si	-0.054	-2.684	17.616	-0.014	0.007	-0.043
Si	1.287	1.353	18.97	-0.012	-0.022	0.029
Si	4.101	4.063	19.194	0.01	0.019	0.054
Si	1.442	6.828	19.102	0.018	0.016	0.034
Si	4.111	-6.79	19.054	-0.004	-0.007	0.049
Si	1.276	-4.027	18.985	-0.011	0.007	0.051
Si	4.056	-1.361	19.118	-0.002	0.006	0.034
Si	6.76	1.205	19.147	-0.009	-0.02	0.042
Si	-6.787	4.051	19.157	-0.003	0.003	0.079
Si	6.729	6.814	19.051	-0.012	-0.011	0.064
Si	-6.831	9.517	18.984	0.003	-0.008	0.048
Si	6.786	-4.051	18.965	0	-0.019	0.035
Si	9.572	-1.372	19.128	-0.007	0.021	0.061
Si	-4.057	1.446	19.052	0.003	0.015	0.039
Si	-1.333	4.176	18.898	0.016	0.016	0.033
Si	-4.041	6.787	18.876	-0.003	0.014	0.037
Si	-1.312	-6.77	19.011	-0.002	0.006	0.056
Si	-3.987	-4.16	18.833	0.008	0.017	0.054
Si	-1.4	-1.397	19.084	0.006	-0.021	0.053
Si	0.194	-0.224	20.352	-0.17	0.125	-0.742
Si	2.352	2.936	20.308	0.262	-0.094	-0.696
Si	0.197	5.264	20.318	-0.138	0.268	-0.725
Si	3.08	7.928	20.423	-0.184	0.047	-0.757
Si	-0.241	-5.146	20.359	0.044	-0.201	-0.739
Si	2.377	-2.47	20.325	0.175	-0.08	-0.757
Si	5.639	-0.386	20.595	-0.209	0.329	-0.663
Si	8.373	2.342	20.372	-0.005	0.225	-0.736
Si	5.266	5.664	20.524	0.125	-0.175	-0.7
Si	7.795	8.497	20.264	0.16	-0.085	-0.75
Si	5.633	-5.546	20.344	-0.188	0.143	-0.708
Si	7.938	-2.571	20.344	0.214	-0.042	-0.68
Si	-5.597	0.296	20.385	0.048	-0.184	-0.742
Si	-2.843	3.077	20.263	0.034	-0.216	-0.704
Si	-5.074	5.255	20.283	-0.211	0.019	-0.698
Si	-2.909	-7.986	20.203	0.224	-0.108	-0.728
Si	-5.086	-5.737	20.113	-0.181	0.069	-0.753
Si	-2.556	-3.067	20.304	-0.012	0.195	-0.699
Si	-2.652	0.242	-2.192	0.038	-0.034	0.078
Si	4.1	-7.145	-4.087	0.058	0.036	0.111
Si	7.094	-7.269	-2.96	-0.031	0.005	0.055
Si	-0.696	-5.131	-4.803	0.024	0.043	-0.056
Si	-4.428	-1.631	22.463	-0.045	-0.018	-0.131
Si	-5.708	-3.337	-2.901	0.08	0.026	0.119
Si	-3.091	-7.559	-2.211	0.061	-0.032	0.047
Si	-2.658	-4.39	-2.626	-0.162	-0.024	-0.019
Si	6.012	2.702	-2.834	-0.128	0.049	0.136
Si	2.594	-2.956	-2.147	0.042	0.015	0.115
Si	4.022	-1.403	-4.473	0.017	0.011	0.08
Si	-1.07	7.129	22.437	0.033	-0.017	-0.221
Si	-7.481	-8.057	23.091	-0.098	0.036	-0.078
Si	-6.057	2.118	-4.664	0.004	0.011	-0.063
Si	2.992	6.613	-2.726	-0.016	-0.065	0.13
Si	1.895	2.205	23.134	-0.028	-0.014	-0.012
Si	-6.977	-0.789	-4.242	-0.022	-0.074	0.053
Si	-5.073	7.999	-4.344	-0.004	0.084	-0.024
Si	0.512	5.222	-2.051	0.045	0.072	0.081
Si	-4.844	2.387	-2.163	0.054	-0.054	0.221
Si	-7.484	6.637	-2.875	-0.08	-0.038	-0.001
Si	8.051	4.194	-4.601	0.092	0.056	0.094
Si	1.638	-5.731	-2.926	0.014	-0.055	0.051
Si	0.319	3.226	-4.146	-0.009	-0.012	-0.053
Si	7.255	4.165	22.484	-0.19	0.037	-0.012
Si	-5.622	-5.593	22.976	-0.033	0.091	-0.08
Si	-0.699	0.472	-4.504	-0.009	-0.032	0.05
Si	4.12	-3.823	22.563	0	-0.011	-0.142
Si	-0.952	1.777	22.48	0.057	0.049	-0.129
Si	1.212	-6.956	22.479	0.011	0.045	-0.145
Si	-6.91	-5.762	-4.538	-0.025	-0.171	0.069
Si	6.56	-0.385	-2.939	0.047	-0.034	0.013
Si	4.996	-1.033	23.489	-0.149	0.082	-0.15
Si	-7.146	-3.206	23.082	0.042	0.049	-0.094
Si	-6.384	5.676	22.885	0.023	0.007	-0.01
Si	3.463	3.84	-4.046	0.048	-0.045	-0.012
Si	1.375	-1.373	5.489	0.014	-0.01	0.026
Si	4.102	1.344	5.47	-0.002	-0.014	0.013
Si	1.314	4.103	5.444	-0.007	0.011	0.009
Si	4.061	6.846	5.449	-0.007	0.006	0.012
Si	1.359	9.495	5.402	-0.007	0.001	-0.001
Si	4.096	12.204	5.436	0.015	-0.017	0.004
Si	6.83	-1.36	5.439	0.026	0.012	0.003
Si	9.561	1.322	5.493	0.006	-0.009	0.02
Si	6.81	4.103	5.496	-0.009	0.009	0.021
Si	-6.802	6.827	5.416	-0.006	-0.009	0.004
Si	6.748	9.547	5.401	-0.026	-0.006	0.007
Si	-6.801	-4.063	5.408	0.002	0.01	0.006
Si	-4.108	-1.378	5.441	-0.004	0.008	-0.001
Si	-1.36	1.393	5.475	0	0.007	0.018
Si	-4.063	4.105	5.436	-0.004	-0.009	0.002
Si	-1.367	6.781	5.406	0.001	0	0.002
Si	-4.086	-6.803	5.403	0	0.017	-0.006
Si	-1.335	-4.131	5.456	0.007	0	0.022
Si	2.745	-0.014	6.831	0.001	-0.006	0.002
Si	5.437	2.73	6.825	0.003	0.013	0
Si	2.704	5.455	6.789	0.008	-0.007	-0.004
Si	5.416	8.202	6.805	-0.013	0.017	0.001
Si	2.722	10.85	6.784	0.003	-0.006	0.003
Si	5.457	-2.734	6.785	-0.014	-0.007	-0.007
Si	8.167	-0.014	6.831	0.012	0.004	0.008
Si	-5.401	2.72	6.808	0.007	-0.012	0.002
Si	-8.133	5.465	6.814	-0.006	0	-0.002
Si	-5.44	-8.149	6.785	0.005	-0.003	-0.007
Si	-8.174	-5.431	6.759	0	0.001	-0.012
Si	10.867	-2.732	6.808	0.002	-0.003	0
Si	-2.746	0.011	6.79	-0.013	0.018	-0.002
Si	-0.001	2.735	6.835	-0.004	-0.002	0.003
Si	-2.717	5.452	6.807	-0.004	0.004	0.001
Si	-0.003	8.144	6.771	-0.006	-0.002	0.003
Si	-2.725	-5.468	6.796	0.013	-0.006	-0.002
Si	0.002	-2.741	6.816	0	-0.002	-0.002
Si	1.375	1.364	8.169	0.013	0.019	0.001
Si	4.064	4.092	8.16	-0.002	-0.005	0
Si	1.351	6.803	8.158	-0.009	0	-0.01
Si	4.067	9.527	8.184	-0.004	-0.007	0.008
Si	1.374	-4.097	8.155	0.002	0.006	-0.004
Si	4.104	-1.38	8.169	0.005	0.019	0.004
Si	6.804	1.363	8.17	0	0	-0.004
Si	-6.779	4.084	8.158	0.008	0.016	-0.006
Si	6.797	6.823	8.145	0.008	-0.006	-0.014
Si	-6.81	-6.788	8.135	0.014	0.011	-0.009
Si	6.805	-4.087	8.155	-0.008	-0.015	-0.005
Si	9.517	-1.379	8.183	-0.005	-0.004	0.007
Si	-4.074	1.358	8.183	-0.008	-0.011	0
Si	-1.371	4.087	8.181	-0.01	-0.015	0.003
Si	-4.083	6.813	8.157	0.006	0.001	0.001
Si	-1.36	-6.823	8.149	-0.004	-0.002	-0.005
Si	-4.08	-4.091	8.152	-0.001	0.004	-0.004
Si	-1.369	-1.355	8.144	0.006	-0.005	-0.016
Si	0	0	9.513	-0.007	0.006	-0.005
Si	2.724	2.725	9.532	-0.001	-0.003	0.011
Si	0.001	5.443	9.529	0.006	0.002	-0.004
Si	2.712	8.154	9.524	0.003	0.005	0.005
Si	0.002	-5.452	9.505	0.002	-0.007	-0.003
Si	2.728	-2.731	9.521	0.01	-0.017	-0.002
Si	5.447	-0.003	9.529	0.005	-0.004	0.003
Si	-8.153	2.728	9.515	0	-0.007	-0.005
Si	5.442	5.451	9.503	-0.005	0.003	-0.002
Si	-8.16	-8.151	9.512	-0.01	0.003	-0.004
Si	5.444	-5.437	9.526	-0.011	0.009	0.003
Si	8.151	-2.732	9.534	0.011	0	-0.002
Si	-5.445	-0.004	9.527	0.001	0.013	0.007
Si	-2.718	2.718	9.539	-0.002	-0.002	0.002
Si	-5.431	5.444	9.524	0.011	-0.008	0.004
Si	-2.72	8.157	9.524	0.002	-0.003	-0.002
Si	-5.449	-5.441	9.512	0.002	0.004	0.001
Si	-2.725	-2.718	9.505	-0.011	0.003	-0.005
Si	1.365	-1.359	10.872	0.004	-0.005	-0.004
Si	4.084	1.359	10.887	0.004	0.004	0.002
Si	1.366	4.085	10.891	-0.005	-0.005	0.002
Si	4.085	6.799	10.875	-0.008	-0.002	0.002
Si	1.358	9.519	10.877	-0.002	-0.003	0.006
Si	4.091	-4.076	10.886	0.01	-0.004	0.008
Si	6.802	-1.359	10.895	-0.005	0.001	0.007
Si	-6.807	1.36	10.877	-0.001	-0.004	0.001
Si	-9.522	4.086	10.869	0.004	0.004	-0.009
Si	-6.803	-9.518	10.878	0.004	-0.006	-0.001
Si	-9.521	-6.807	10.884	0.009	0.003	0.001
Si	9.514	-4.089	10.887	-0.006	0.002	0
Si	-4.08	-1.364	10.878	0	-0.005	0
Si	-1.35	1.36	10.888	-0.004	0.012	0.003
Si	-4.084	4.076	10.891	0.007	-0.007	0.004
Si	-1.364	6.795	10.885	-0.006	0.005	0.001
Si	-4.084	9.523	10.874	0.001	0.001	-0.007
Si	-1.357	-4.077	10.855	0.003	0.009	-0.008
Si	2.721	-0.001	12.247	-0.005	0.002	0.007
Si	5.448	2.722	12.24	0.007	0.002	0.004
Si	2.742	5.438	12.244	0.008	0.002	-0.001
Si	5.439	8.149	12.246	-0.001	-0.005	0.001
Si	2.734	10.873	12.23	0	0.006	0.001
Si	5.437	-2.71	12.255	-0.007	0.002	0.004
Si	8.159	0.009	12.25	0.013	0.007	0.002
Si	-5.458	2.716	12.241	-0.01	-0.002	-0.005
Si	-8.167	5.437	12.239	-0.003	-0.005	0.006
Si	-5.439	-8.159	12.236	0.013	0.016	0.002
Si	-8.166	-5.45	12.248	-0.005	-0.012	0.004
Si	10.868	-2.714	12.236	-0.001	-0.001	0.004
Si	-2.72	-0.001	12.235	-0.002	-0.009	0
Si	0.01	2.722	12.25	0.009	0.004	0.006
Si	-2.714	5.425	12.245	-0.003	-0.01	0.003
Si	0	8.158	12.232	-0.008	-0.002	0.003
Si	-2.719	-5.424	12.219	0.002	0.004	-0.003
Si	0	-2.722	12.223	-0.006	-0.006	0.001
Si	1.372	1.368	13.612	-0.002	0.005	-0.003
Si	4.102	4.078	13.614	-0.008	0.003	0.001
Si	1.375	6.803	13.582	-0.004	0.006	-0.005
Si	4.083	9.514	13.604	-0.001	0.003	-0.005
Si	1.379	-4.074	13.57	0.005	-0.011	-0.007
Si	4.081	-1.35	13.624	0.013	-0.003	-0.001
Si	6.801	1.37	13.614	-0.004	-0.003	0.003
Si	-6.826	4.063	13.607	0.006	0.001	0.002
Si	6.789	6.779	13.611	0.004	0.003	0.002
Si	-6.802	-6.809	13.607	-0.003	-0.009	-0.006
Si	6.79	-4.085	13.602	0.014	-0.002	-0.002
Si	9.516	-1.351	13.607	-0.003	0	0
Si	-4.1	1.349	13.587	0	0.012	0.003
Si	-1.349	4.076	13.617	-0.005	0	0.002
Si	-4.081	6.787	13.586	-0.003	-0.008	-0.001
Si	-1.355	9.536	13.571	0.001	0.002	-0.004
Si	-4.084	-4.07	13.581	0	0.007	-0.005
Si	-1.353	-1.357	13.589	0.004	-0.001	0.002
Si	0.004	0.003	14.957	0.005	0.001	-0.009
Si	2.745	2.722	14.975	0.002	-0.005	-0.005
Si	0.045	5.442	14.953	0.001	-0.008	-0.008
Si	2.722	8.152	14.961	0.006	-0.014	-0.006
Si	0.036	-5.442	14.92	-0.014	0.001	-0.018
Si	2.707	-2.719	14.964	-0.008	-0.002	-0.005
Si	5.449	0.016	14.983	-0.01	0.005	-0.004
Si	8.144	2.716	15.008	0.017	0.014	0.002
Si	5.458	5.412	15.009	0.01	-0.012	-0.002
Si	8.147	8.144	14.958	0.016	0.011	-0.014
Si	5.426	10.885	14.97	-0.006	-0.009	-0.011
Si	8.148	-2.72	14.949	-0.015	0.006	-0.013
Si	-5.451	0.007	14.981	-0.02	-0.004	0
Si	-2.741	2.702	14.938	-0.003	-0.007	-0.011
Si	-5.46	5.432	14.94	0.012	0.005	-0.017
Si	-2.703	8.157	14.913	0.003	0.012	-0.015
Si	-5.432	-5.433	14.944	-0.002	-0.007	-0.012
Si	-2.736	-2.7	14.939	-0.011	0.004	-0.013
O	-7.991	7.823	21.635	-0.052	-0.415	0.217
O	6.423	3.352	-1.4	0.327	0	-0.08
O	0.572	-5.714	21.656	0.242	0.389	0.368
O	8.107	-2.618	24.105	-0.189	-0.215	-0.289
O	-1.959	-3.752	-1.304	-0.002	0.456	-0.044
O	7.573	7.548	-3.324	-0.242	-0.16	-0.5
O	6.753	-6.661	20.777	-0.092	-0.019	0.236
O	7.452	2.8	21.643	-0.249	-0.38	0.32
O	1.928	3.346	-4.142	-0.001	-0.371	-0.144
O	-6.223	2.006	-1.353	-0.495	0.226	-0.54
O	-7.885	-3.395	21.655	0.236	-0.586	0.072
O	-0.274	4.365	-3.162	-0.368	0.325	0.068
O	1.376	6.441	-2.677	-0.378	0.597	-0.326
O	7.22	-7.042	-1.367	0.171	-0.324	-0.121
O	-0.018	1.707	-3.696	-0.026	-0.206	0.489
O	-0.136	-5.391	-0.353	0.009	-0.044	-0.402
O	-0.527	5.755	-0.959	-0.124	-0.46	0.258
O	-5.481	5.364	-0.34	0.031	-0.049	-0.668
O	6.72	-1.169	-1.524	0.316	-0.428	-0.149
O	-2.306	7.695	21.569	-0.37	-0.16	0.318
O	3.875	-3.532	-1.353	0.244	0.129	-0.452
O	7.115	3.806	24.037	-0.071	0.04	0.26
O	3.552	7.035	-1.267	-0.018	0.305	-0.097
O	-3.585	-1.37	23.8	0.413	0.151	-0.081
O	4.998	-0.139	22.108	-0.489	0.26	0.388
O	-6.516	-3.463	-1.489	-0.312	0.595	-0.06
O	2.931	-3.221	21.654	-0.135	-0.285	0.459
O	2.488	-7.59	21.714	0.263	0.223	0.423
O	6.014	5.023	21.85	0.186	-0.005	0.341
O	-3.194	-1.048	-1.335	0.067	-0.524	-0.256
O	5.009	-4.862	21.693	0.223	-0.044	-0.008
O	6.624	1.214	-2.767	0.189	0.057	0.003
O	-7.681	4.949	22.284	0.023	-0.159	-0.102
O	-6.236	-7.065	22.954	-0.004	-0.068	0.077
O	-1.801	1.269	-1.257	0.157	0.586	-0.368
O	5.431	5.455	-0.363	-0.086	0.003	-0.426
O	-6.893	6.923	23.773	0.077	-0.24	0.952
O	3.398	7.767	-3.755	-0.206	-0.231	-0.468
O	-3.975	3.429	-1.271	0.628	0.164	-0.375
O	-7.647	5.136	-3.442	0.38	-0.427	0.451
O	-4.152	-5.671	23.617	0.335	-0.052	-0.362
O	5.441	-5.366	-0.401	-0.096	0.07	-0.14
O	1.317	-1.321	20.835	-0.22	0.118	0.314
O	-4.289	-7.629	-1.139	-0.399	-0.179	0.078
O	-3.968	4.148	20.791	0.025	-0.166	0.506
O	5.085	0.364	-0.296	-0.142	0.025	-0.155
O	-5.333	-0.05	-0.163	-0.206	-0.209	-0.241
O	5.039	-2.602	23.078	0.387	-0.148	-0.11
O	-6.01	-1.839	-3.461	0.317	0.139	0.278
O	4.15	6.796	20.981	-0.063	-0.011	0.523
O	-4.768	-0.25	21.682	0.267	0.474	0.018
O	-0.478	5.813	21.705	-0.184	-0.17	0.39
O	-3.95	1.106	-2.601	-0.065	-0.03	-0.297
O	-4.047	-6.897	20.628	-0.18	-0.1	0.503
O	-3.482	-2.547	21.534	-0.13	-0.115	0.294
O	-5.849	-2.28	22.841	-0.038	0.252	0.225
O	0.084	-8.085	22.579	-0.041	0.019	0.212
O	-5.436	4.747	23.764	0.215	-0.257	0.046
O	-0.455	0.454	21.686	-0.037	-0.142	0.253
O	-5.291	3.03	-3.564	0.101	0.625	-0.189
O	-5.53	-4.989	21.483	0.021	0.599	0.097
O	3.043	2.403	-0.314	0.036	-0.064	-0.321
O	1.839	-1.872	-1.218	0.26	-0.052	-0.11
O	1.589	-4.178	-2.466	-0.43	0.156	-0.084
O	7.64	-7.413	23.948	-0.433	0.159	-0.049
O	0.349	2.657	22.908	-0.053	0.459	-0.105
O	-7.459	6.745	-1.269	-0.549	0.062	-0.113
O	-6.643	-4.599	23.735	-0.117	-0.199	0.323
O	-1.9	7.892	-1.518	0.315	0.267	-0.178
O	3.066	-0.38	-5.289	-0.039	0.329	0.194
O	-1.409	-4.105	20.878	-0.013	-0.153	0.443
O	-6.076	7.197	-3.395	0.106	-0.092	-0.123
O	1.548	4.21	-1.338	0.312	-0.226	-0.413
O	-1.959	2.611	21.542	-0.048	-0.064	0.363
O	3.629	5.22	-3.222	0.428	-0.17	-0.173
O	-5.448	-5.494	-0.352	-0.129	-0.071	-0.412
O	6.856	-1.452	20.861	-0.009	-0.013	0.119
O	1.68	-6.476	23.942	-0.263	-0.254	0.409
O	-5.523	6.125	21.589	0.35	0.306	-0.105
O	-5.738	-6.871	-4.647	0.084	0.296	-0.099
O	-2.716	-6.003	-2.407	0.188	-0.037	-0.011
O	0.442	-0.478	-5.158	-0.197	-0.438	-0.091
O	-7.275	3.051	-5.161	-0.219	-0.097	-0.818
O	0.116	-0.112	-0.339	0.166	0.134	-0.539
O	1.618	-6.721	-1.625	0.292	-0.349	-0.316
O	5.111	-0.649	-3.576	-0.138	0.185	-0.025
O	6.735	3.503	-4.015	-0.336	-0.074	-0.121
O	1.784	0.754	23.845	-0.226	-0.347	-0.227
O	5.551	-7.013	-3.371	-0.051	0.127	0.237
O	-3.632	8.156	-3.606	0.266	-0.162	-0.332
O	-1.795	1.36	23.776	-0.226	-0.267	0.331
O	0.331	-5.971	-3.857	-0.195	-0.362	-0.108
O	-6.766	1.328	20.913	0.186	-0.259	0.608
O	1.308	4.135	20.716	-0.125	-0.1	0.637
O	3.075	-2.295	-3.523	-0.446	-0.393	-0.189
O	-1.7	-4.196	-3.924	-0.024	0.279	-0.059
O	-6.319	-4.424	-3.902	-0.109	0.285	-0.042
O	3.051	-5.983	-3.686	0.103	0.45	-0.341
O	8.12	-6.258	-3.693	-0.193	0.315	-0.055
O	-1.594	6.821	23.926	-0.275	-0.568	0.119
O	2.821	3.155	24.07	0.302	0.734	-0.151
O	2.67	2.153	21.709	0.432	-0.538	0.1
O	3.465	-4.55	23.832	0.043	0.239	0.123
O	-1.749	-0.229	-3.469	0.056	-0.532	-0.121
O	7.781	-0.946	-3.832	-0.179	-0.352	-0.053
O	-4.112	-3.676	-2.784	0.042	-0.081	0.122
O	-6.559	0.745	-3.967	-0.008	0.129	0.297
O	4.435	2.777	-3.271	-0.204	-0.516	0.369

Results
total energy: -82020.723 eV
total energy less fixed offsets of O -438.25, Si -107.07 eV per atom: 0.957 eV
